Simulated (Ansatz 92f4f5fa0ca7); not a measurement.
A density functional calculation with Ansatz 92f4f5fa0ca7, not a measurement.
Periodic cell of 226 atoms, Si132O92As2, from a study of silicon, its oxide and their interface. The atomic structure is a simulated model.
Doubt: the cutoff is far below the 930 eV that the study's wrapper takes by default for these files, so forces and energies are approximate.
This geometry differs little from another in the collection (a relaxation step or a small displacement).

Settings: functional PBE; potential files Ansatz PAW; basis plane waves; wave-function cutoff 580 eV; density cutoff ratio 5; exchange-correlation grid ratio 1; k mesh 1 x 1 x 1, Gamma-centred; self-consistency stop 5e-08 eV per atom in the density residual; occupations fixed; spin none; net charge 0.

Cell vectors (angstrom)
a	10.938	0	0
b	0	10.938	0
c	0	0	31.9494

Atoms and the computed forces on them: element, x, y, z (angstrom), force x, y, z (eV/angstrom)
Si	10.6969	0.0678	24.4695	-0.2142	-0.0987	-0.0267
Si	5.1559	0.0366	24.698	-0.0217	-0.0885	-0.0487
Si	2.9	2.2182	24.4849	-0.0013	-0.0344	0.0493
Si	8.5586	2.4156	24.5663	-0.0403	0.0304	0.007
Si	10.7336	5.4218	24.2225	-0.17	-0.0432	-0.192
Si	5.1492	5.6175	24.4431	-0.0044	0.021	-0.0747
Si	2.9654	7.9482	24.4032	0.0427	-0.0242	-0.0266
As	8.599	7.6602	24.1841	0.244	0.2149	-0.2523
Si	1.346	1.1538	25.8614	0.093	0.0472	-0.0123
Si	6.8188	1.329	25.7665	0.0375	0.0067	0.0577
Si	3.964	4.0092	25.7	0.0352	0.0336	-0.0161
Si	9.7084	3.9826	25.8409	0.0936	0.0137	-0.0377
Si	1.2446	6.8074	25.5921	0.0088	-0.032	0.0608
Si	6.8041	6.7064	25.719	-0.0246	0.123	0.0513
Si	4.0049	9.4337	25.9698	-0.0397	-0.0298	-0.0047
As	9.4683	9.6243	25.9655	-0.1452	-0.025	-0.023
Si	2.6614	-0.1426	27.302	-0.03	-0.0191	0.0152
Si	8.1175	0.081	27.3122	0.2082	0.0273	0.0175
Si	0.1048	2.6717	27.2237	-0.0415	-0.1144	0.0144
Si	5.4408	2.741	27.1054	-0.0206	0.0209	-0.0518
Si	2.6301	5.4423	27.0653	-0.0165	0.0105	-0.0668
Si	8.2225	5.3647	27.0986	-0.1358	0.063	-0.0295
Si	0.0174	8.1534	27.1657	-0.0804	0.1902	-0.0411
Si	5.5357	8.1366	27.1693	0.0727	-0.1965	-0.0085
Si	4.0956	1.3436	28.5003	-0.0371	-0.0248	0.0339
Si	9.5805	1.3903	28.5747	-0.0979	0.1049	0.1193
Si	1.4052	4.0938	28.5669	-0.0595	0.0225	-0.0528
Si	6.8123	4.0845	28.5078	0.0317	-0.026	-0.0231
Si	4.0841	6.7751	28.4578	0.0105	0.105	0.0293
Si	9.5424	6.7813	28.4781	0.0233	-0.0087	0.0413
Si	1.2976	9.4843	28.6425	0.0976	-0.0035	-0.1166
Si	6.8206	9.5319	28.5896	-0.0086	0.0611	-0.0618
Si	-0.0234	-0.008	29.9327	-0.031	0.0556	-0.0096
Si	5.4559	-0.0001	29.9038	0.0149	0.0011	0.0097
Si	2.764	2.7236	29.9027	0.0143	-0.0673	0.0166
Si	8.1838	2.7527	29.9027	0.0997	0.0324	0.0534
Si	-0.0065	5.4602	29.8904	0.0223	0.0142	0.0109
Si	5.4568	5.4602	29.877	-0.0048	0.0046	-0.0045
Si	2.7577	8.1547	29.9003	0.0568	-0.0232	0.0337
Si	8.2286	8.1793	29.8947	-0.023	-0.048	0.0326
Si	1.3673	1.3673	31.2657	0.1531	0.06	-0.0299
Si	6.8362	1.3673	31.2657	0.0268	0.0189	-0.0123
Si	4.1018	4.1018	31.2657	0.143	-0.0723	0.0551
Si	9.5708	4.1018	31.2657	-0.139	0.0541	0.0554
Si	1.3673	6.8362	31.2657	0.0105	-0.1699	0.0182
Si	6.8362	6.8362	31.2657	0.0049	-0.0448	-0.1519
Si	4.1018	9.5708	31.2657	-0.071	-0.0801	0.0009
Si	9.5708	9.5708	31.2657	-0.167	-0.1892	0.2103
Si	2.7345	0	0.6835	0.0198	0.0752	0.0219
Si	8.2035	0	0.6835	-0.0364	0.0652	-0.1411
Si	0	2.7345	0.6835	0.0437	0.0956	0.0083
Si	5.469	2.7345	0.6835	-0.0155	0.0874	0.113
Si	2.7345	5.469	0.6835	-0.0845	-0.0108	-0.0807
Si	8.2035	5.469	0.6835	0.0604	0.1379	-0.0026
Si	0	8.2035	0.6835	0.0267	0.0827	0.1342
Si	5.469	8.2035	0.6835	0.0609	0.144	0.0792
Si	4.0951	1.379	2.0632	-0.0017	0.0018	-0.0021
Si	9.5926	1.3499	2.0408	0.0432	-0.0203	-0.0053
Si	1.3503	4.1392	2.0527	-0.0382	0.0106	0.001
Si	6.827	4.136	2.0446	-0.0474	0.0081	-0.036
Si	4.0868	6.8465	2.0425	-0.0006	0.0291	-0.011
Si	9.5696	6.8422	2.0642	-0.0105	0.0117	-0.0023
Si	1.3598	9.6049	2.0554	-0.0539	-0.002	-0.0194
Si	6.8289	9.6147	2.045	-0.0689	-0.0059	0.0013
Si	0.0248	0.0337	3.4754	-0.0036	-0.0027	-0.0509
Si	5.4787	0.0362	3.4515	0.0133	0.0229	-0.0403
Si	2.7049	2.7709	3.396	0.0652	-0.0089	0.0202
Si	8.2544	2.78	3.3282	-0.0525	-0.0117	0.1154
Si	0.0241	5.5181	3.4768	-0.0276	-0.0122	-0.0699
Si	5.4663	5.5258	3.425	0.0373	-0.0264	-0.0093
Si	2.7279	8.2389	3.3909	0.0298	0.0016	0.0315
Si	8.2405	8.2945	3.3798	-0.0043	-0.0757	0.0474
Si	1.3678	1.457	4.8372	0.0227	0.0181	0.025
Si	6.9061	1.4753	4.7204	0.0327	0.0315	-0.0197
Si	4.0519	4.1538	4.7506	-0.0048	-0.0116	-0.0097
Si	9.5939	4.0796	4.7748	0.0048	-0.0025	-0.003
Si	1.3593	6.9739	4.8377	0.0321	0.0188	0.0141
Si	6.8361	6.9895	4.7216	0.0237	0.0358	-0.018
Si	4.0863	9.5737	4.7814	0.0006	-0.0169	0.0024
Si	9.6152	9.5796	4.8381	-0.0021	0.0173	0.0258
Si	2.7556	0.043	6.1254	-0.0194	-0.0168	-0.0041
Si	8.2929	0.1264	6.0869	-0.005	0.0077	-0.0021
Si	0.0129	2.8007	6.2994	-0.0141	-0.0043	-0.0007
Si	5.5095	2.8407	6.0589	0.0011	0.001	-0.012
Si	2.7514	5.5956	6.1298	-0.0124	-0.0077	-0.0063
Si	8.2514	5.6001	5.9494	-0.005	0.001	-0.0112
Si	0.0433	8.3084	6.3648	-0.0059	-0.0068	0.0014
Si	5.4958	8.3047	6.2092	-0.0036	-0.0069	-0.0109
Si	4.42	1.1866	7.3155	0.0068	-0.0039	0.0284
Si	9.8076	1.1549	7.6183	0.0044	-0.0096	0.0104
Si	1.1757	4.5053	7.4934	0.0008	0.0179	0.0296
Si	6.6389	4.5432	7.2349	-0.0072	-0.0083	0.0081
Si	4.3248	6.7075	7.5249	0.0031	-0.0018	0.0351
Si	9.7247	6.6146	7.4946	0.0054	-0.0031	0.0178
Si	1.2779	9.9469	7.6848	-0.0023	0.0123	0.0378
Si	6.7146	9.969	7.3951	-0.0047	0.0005	0.0293
O	9.5844	1.2126	24.0062	-0.0038	0.0732	-0.0269
O	4.0789	6.7966	23.9396	0.0057	-0.0199	0.0261
O	4.1129	1.1633	24.0646	-0.0214	0.0369	-0.0683
O	9.4702	6.15	23.4247	0.1025	-0.2054	0.1622
O	-0.0301	5.5459	8.0059	0.0062	0.001	-0.0083
O	5.5657	0.129	7.8987	-0.0029	0.0002	-0.0148
O	0.0694	0.0927	8.1369	0.0044	-0.0006	-0.012
O	5.5336	5.6139	7.8691	-0.0103	0.0098	-0.0056
O	7.5933	3.9477	8.4199	-0.0065	0.0154	-0.0208
O	8.7216	7.0447	8.7567	0.002	-0.0077	-0.0263
O	2.1827	9.4636	9.0186	-0.0109	0.006	-0.0244
O	8.8963	1.6781	8.9261	0.0004	0.0021	-0.0131
O	7.6072	9.4684	8.6927	-0.0034	0.0072	-0.0179
O	3.6029	1.8237	8.5872	0.001	-0.0019	-0.0099
O	3.5859	7.2271	8.9297	-0.0023	0.0012	-0.0098
O	2.064	4.014	8.8053	-0.0098	0.006	-0.0221
O	8.1044	3.4334	23.3505	-0.0095	-0.1044	0.037
O	0.7358	4.7454	23.0317	0.0379	-0.0266	0.0093
O	2.0382	2.478	23.1069	-0.0016	0.0005	0.0289
O	5.8228	4.906	23.1128	-0.0248	-0.0063	0.0367
O	5.6408	9.8685	23.5796	-0.0831	0.0684	0.0688
O	2.4503	8.7175	23.0259	0.0024	-0.0087	0.0157
O	0.1825	10.062	23.1639	0.0304	-0.1126	0.038
O	7.7619	8.4205	22.7256	-0.0325	-0.106	0.0163
Si	8.6291	7.7014	18.4603	-0.0003	-0.0061	-0.0619
Si	8.7801	6.3672	13.6269	-0.0012	-0.002	0.0038
Si	3.7923	1.5518	14.7288	0.0011	0.0003	-0.0017
Si	2.1218	5.7435	17.6284	-0.0036	0.0055	0.0059
Si	2.4313	3.1042	19.4241	-0.0047	0.0222	-0.0074
Si	9.8028	9.0397	12.0687	0.0036	0.0014	0.0134
Si	1.303	9.424	22.1061	0.0234	0.0069	-0.0405
Si	9.1651	0.9758	13.186	0.0005	-0.0011	0.0097
Si	1.4187	5.0666	13.0195	-0.0025	0.0007	0.0076
Si	1.7854	8.2645	12.7923	-0.0003	-0.0006	0.0132
Si	6.6168	9.516	22.3343	0.1032	-0.132	0.0672
Si	4.5193	4.6152	15.7064	-0.0082	-0.0026	0
Si	8.2088	3.0216	9.5804	-0.0006	0.002	0.0267
Si	0.8149	8.2226	19.2964	0.0159	-0.017	-0.0261
Si	6.937	1.3618	21.0667	-0.0082	-0.017	0.0364
Si	8.2173	8.3136	9.6649	0.0001	0.0069	0.0276
Si	10.8926	5.2232	15.6037	0.0029	-0.001	0.0037
Si	7.576	9.5024	16.3049	0.0079	0.0033	0.0026
Si	9.9384	2.0444	20.2931	-0.004	0.0127	0.0171
Si	3.2167	8.5164	9.8983	0.0061	-0.0034	0.0211
Si	6.6968	3.3608	17.3861	0.0036	-0.0009	-0.0051
Si	1.151	0.1868	19.793	-0.0141	-0.0205	-0.004
Si	3.2321	2.8274	12.2925	0.0015	-0.0021	0.0135
Si	7.1842	5.39	19.685	0.0249	-0.0109	0.0655
Si	5.7428	8.6759	11.5395	-0.002	0.0054	0.0136
Si	5.778	6.0823	13.1979	-0.0034	0.0018	0.0139
Si	4.6292	9.6831	17.5718	-0.0087	-0.0102	0.0074
Si	1.1563	3.4436	22.1391	-0.0967	0.0926	0.025
Si	4.9241	1.4685	18.726	0.0269	-0.0117	0.0174
Si	3.1941	3.0851	9.5114	0.012	0.0032	0.0219
Si	6.4493	10.8273	13.7838	0.0017	0.0054	0.0055
Si	10.3454	0.1334	15.9596	0.0042	0.0025	-0.0004
Si	5.6606	3.6636	11.1526	-0.0028	0.0051	0.0164
Si	9.8365	3.9096	11.8968	0.0031	0.002	0.0175
Si	2.3322	9.938	15.5157	-0.0021	-0.0028	0.0014
Si	6.0157	8.1175	19.7671	-0.0242	-0.008	0.0587
Si	6.918	3.9626	22.3643	0.0274	-0.0154	0.0223
Si	9.7627	2.7959	17.3629	0.0017	0.0005	0.0068
O	7.1898	6.3851	13.9705	0.0003	0.0018	-0.0024
O	1.8488	7.0271	18.7106	-0.0031	0.0019	0.0015
O	10.3146	4.0578	16.5392	-0.0024	-0.0054	0.002
O	6.1659	9.9553	17.0262	-0.002	-0.0007	-0.0027
O	10.1416	0.7173	14.456	-0.0013	0.0002	-0.0035
O	8.4066	6.1172	18.855	-0.0035	0.0017	-0.0087
O	5.166	0.6907	14.4263	0.0015	-0.0041	-0.0026
O	5.7481	2.0402	17.449	0.0013	0.0052	0.0032
O	8.3634	1.9483	20.5982	0.0103	0.0054	-0.0109
O	1.9635	4.2757	18.369	0.0058	-0.0196	-0.0003
O	6.9661	2.8109	10.6422	0.0057	-0.0001	-0.0107
O	4.868	2.7161	12.2174	0.0008	0.0023	-0.0056
O	6.0259	4.4142	16.3349	0.0023	-0.0051	0.0014
O	4.563	3.92	9.9334	-0.0051	0.0007	-0.0117
O	10.7505	2.7253	21.541	0.0162	-0.0366	-0.02
O	9.7178	6.167	14.9622	-0.0049	0.0025	-0.0034
O	5.9734	6.4813	19.8645	0.0097	0.0124	-0.0029
O	4.1005	0.1478	18.2442	-0.0076	-0.002	-0.0005
O	9.2483	10.5624	12.2651	0.001	-0.0046	-0.0062
O	2.8507	4.372	12.6955	0.001	-0.0033	-0.0025
O	1.8571	10.7073	21.2285	0.0045	-0.0001	0.0067
O	4.0052	2.7074	19.2707	0.0095	-0.0013	-0.0044
O	0.7235	10.0564	15.9469	-0.002	-0.0042	0.0014
O	1.2763	9.7664	18.8521	-0.0014	0.0103	-0.0043
O	1.7204	1.6236	19.2407	0.0005	-0.0066	0.0003
O	8.9394	10.4037	16.4894	-0.0002	0.0001	0.0004
O	4.8469	8.5163	18.6952	-0.0063	0.011	-0.0088
O	9.5615	8.7605	10.4772	-0.0044	-0.004	-0.0134
O	6.7197	4.0836	18.8445	-0.0159	-0.0191	-0.0177
O	2.8374	1.7339	13.403	-0.0001	0.0004	-0.0058
O	5.6739	8.8654	21.1698	0.0103	0.0038	-0.038
O	2.5406	2.4531	10.8706	0.001	0.003	-0.0154
O	7.5989	4.834	21.1622	-0.0084	0.0102	-0.0559
O	5.2033	7.4883	12.552	0.0002	0.0038	-0.0042
O	0.4231	9.0756	12.4742	-0.0026	0.0013	-0.0054
O	7.5737	1.0706	13.5664	-0.0007	-0.0002	-0.0013
O	7.1217	9.6415	14.7296	-0.004	-0.0034	0.0047
O	8.9723	5.0412	12.689	0.0006	-0.003	-0.004
O	8.0998	8.0494	16.919	-0.0025	-0.0028	-0.009
O	6.1779	2.5831	21.8603	-0.0071	-0.0242	-0.0075
O	2.4457	9.0918	14.0762	0.0008	-0.0024	-0.0044
O	0.4203	4.4983	11.8592	-0.0023	-0.0022	-0.0057
O	0.7818	8.3112	20.9716	0.0074	0.0347	0.0225
O	9.3847	3.8429	10.3398	-0.007	-0.0009	-0.0175
O	9.6493	2.3958	12.5209	-0.0003	0.0038	-0.0078
O	7.5703	8.5594	19.3948	0.0029	-0.0015	-0.0103
O	2.5454	8.1702	11.3469	0.0022	0.0011	-0.0105
O	3.9741	3.0714	15.371	0.0031	-0.0021	-0.0021
O	0.8354	4.5041	14.4343	-0.0028	-0.0001	-0.0031
O	10.0464	2.9958	18.9605	-0.0009	-0.0089	-0.0095
O	9.1383	7.8133	12.9404	0.0004	0.0024	-0.0038
O	10.4952	0.5194	20.0383	0.0015	0.0038	-0.0101
O	6.0239	5.0512	11.9324	0.0013	-0.0037	-0.007
O	8.1673	2.7857	16.9974	-0.0044	-0.003	-0.0006
O	3.5284	5.4857	16.7355	-0.0036	-0.0022	0.0003
O	4.6641	9.1381	10.379	-0.0028	0	-0.0051
O	1.5247	6.6881	13.1695	-0.0008	0.0004	-0.0025
O	4.7478	5.5066	14.3412	0.0024	0.0016	-0.0045
O	2.1261	3.7907	20.8755	0.0243	-0.0295	-0.0321
O	10.549	1.4275	16.9356	-0.0001	-0.0002	-0.0009
O	0.9509	6.1	16.5424	0.0042	-0.0017	0.0008
O	7.2675	10.9556	21.9174	-0.0076	0.0145	-0.0212
O	5.9671	0.9356	19.8486	-0.0093	-0.0018	-0.0197
O	6.0641	10.036	12.3985	-0.0021	-0.0052	-0.0081
O	2.8387	0.5595	15.5928	0.0029	-0.001	-0.0014
O	7.0459	8.0146	10.7739	0.0038	-0.0008	-0.0131
O	10.2133	8.0111	18.7312	0.0109	-0.0006	-0.0038
O	3.4365	9.1951	16.5264	0.0025	-0.0022	0.0051

Results
free energy: -145946.498 eV
free energy less fixed offsets of As -4856.12, O -568.88, Si -635.61 eV per atom: 3.222 eV

The program warned: the cutoff lies below the one the program advises for these potential files; the forces do not sum to zero within the program's tolerance; the exchange-correlation potential is rough where the density is thin.
